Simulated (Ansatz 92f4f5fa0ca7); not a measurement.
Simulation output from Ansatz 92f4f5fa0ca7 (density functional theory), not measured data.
Periodic cell of 130 atoms, Si86O44, from a study of silicon, its oxide and their interface. The atomic structure is a simulated model.

Settings: functional r2SCAN; potential files Ansatz norm-conserving; basis plane waves; wave-function cutoff 1300 eV; density cutoff ratio 4; exchange-correlation grid ratio 1; k mesh 2 x 2 x 1, shifted by 0.5 0.5 0.5 of a step; self-consistency stop 5e-08 eV per atom in the density residual; occupations Fermi-Dirac, 0.05 eV; spin none; net charge 0.

Cell vectors (angstrom)
a  10.9176  -0.0709  0.0493
b  -0.0709  10.9694  0.0243
c  0.0864  0.0426  19.1566

Atoms: element, x, y, z (angstrom)
Si  0.4705  -1.0473  0.1855
Si  3.1465  2.3201  -0.2916
Si  -0.3172  5.2946  -0.2926
Si  2.696  7.9118  0.1317
Si  5.4852  0.12  -0.431
Si  7.9761  3.3758  0.1789
Si  5.499  5.179  -0.108
Si  8.6265  7.4191  0.4306
Si  1.2355  1.2404  0.9085
Si  4.008  4.079  1.3013
Si  1.3745  6.4885  1.3137
Si  4.1417  9.576  1.1289
Si  7.1015  1.262  0.8507
Si  9.4768  4.2392  1.6101
Si  6.6838  6.6411  1.5036
Si  9.4719  9.0391  1.7819
Si  0.2019  2.9942  2.4711
Si  3.1894  0.2002  2.2294
Si  0.2417  8.0951  2.9819
Si  2.837  5.5214  2.8337
Si  5.5136  2.8591  2.7376
Si  8.4266  -0.1558  2.6469
Si  5.4928  8.5005  2.6167
Si  7.9784  5.4556  2.9312
Si  1.4092  3.9689  4.1359
Si  4.0918  1.3815  3.8383
Si  1.3874  10.0025  4.0943
Si  4.1111  7.0635  3.8844
Si  6.6503  4.1173  4.1488
Si  9.813  1.3161  3.6908
Si  6.9738  9.6538  4.1918
Si  9.6063  6.7304  4.1624
Si  -0.0509  0.1576  5.374
Si  2.7895  2.8068  5.4024
Si  -0.0384  5.2809  5.3814
Si  2.825  8.3045  5.1919
Si  5.4904  0.0167  5.6655
Si  8.4477  2.6976  4.9514
Si  5.2134  5.3676  5.324
Si  8.07  8.2082  5.687
Si  1.1326  1.4736  6.7174
Si  4.0566  3.7178  6.7733
Si  1.2099  7.0542  6.5101
Si  3.8249  9.5202  6.9302
Si  6.7319  1.5928  7.1683
Si  9.4613  3.9734  6.513
Si  6.5914  6.8411  6.8659
Si  9.5293  9.7094  7.1189
Si  -0.2195  2.8048  8.0036
Si  2.4036  0.1638  8.0971
Si  0.1641  8.2707  8.2043
Si  2.5579  5.4485  8.1468
Si  5.1951  2.6326  8.4714
Si  8.2541  0.0695  8.2173
Si  5.2044  8.5278  8.3885
Si  8.0053  5.3181  8.0798
Si  1.2518  4.1503  9.3487
Si  3.7667  1.2992  9.7855
Si  1.4573  9.6693  9.4405
Si  4.1484  7.0245  9.5633
Si  6.7627  3.9483  9.5892
Si  9.4037  1.486  9.7807
Si  6.7656  9.6118  9.7254
Si  9.1902  6.9209  9.277
Si  -0.4507  -0.2825  10.6069
Si  2.7802  3.2265  10.9069
Si  -0.4121  5.3118  10.6853
Si  3.2783  8.6988  10.7844
Si  5.0973  -0.1581  10.8277
Si  8.0641  3.0138  11.3301
Si  5.1389  5.316  11.1976
Si  8.2162  8.2595  10.7694
Si  9.4593  9.361  17.2518
Si  7.2804  11.3924  16.3715
Si  10.8219  -2.5371  14.6746
Si  0.3287  0.4463  13.5285
Si  -4.5769  0.0269  13.5047
Si  1.6453  -4.1456  12.7612
Si  5.3742  8.3692  14.7502
Si  7.9893  -2.7402  13.3672
Si  4.1179  5.8356  14.0009
Si  9.5617  2.7934  14.0456
Si  1.2517  3.5679  16.7366
Si  9.3444  2.9454  16.7873
Si  12.4462  3.1301  13.944
Si  14.9338  17.5542  16.8531
O  2.5324  5.6088  -5.7409
O  1.7682  -1.8287  -0.4572
O  2.4772  3.0144  -1.7362
O  4.1477  1.1374  -0.9501
O  -1.5804  6.3752  -0.5391
O  0.6288  4.5345  -1.1749
O  2.8004  7.1164  -1.5762
O  8.2953  -2.3269  -0.9623
O  6.1941  -0.4448  -1.8166
O  10.3996  -0.5555  -1.0649
O  9.0136  3.6359  -1.0151
O  6.475  3.9116  -0.1841
O  0.9534  7.5308  -4.88
O  15.4757  18.9074  -2.9307
O  -2.6888  2.8357  12.9191
O  -1.4728  -1.5518  11.079
O  3.8931  4.249  10.7012
O  0.4006  5.8884  12.2407
O  -1.8723  4.6228  11.1743
O  2.4219  7.9211  12.0856
O  8.6092  10.3872  16.2732
O  4.1271  -1.2406  11.6631
O  3.9814  -5.5317  15.5794
O  11.2012  0.1315  12.0552
O  5.0922  5.0211  12.9191
O  6.5286  11.7746  14.8878
O  7.7824  7.246  11.9691
O  9.8244  12.1476  14.1019
O  9.4567  8.2605  13.6365
O  5.0585  9.7767  14.0614
O  5.3902  6.1072  17.6586
O  11.2935  -1.0871  14.3653
O  -2.93  1.9162  16.742
O  4.5601  7.3208  13.7902
O  7.2771  9.7055  12.9548
O  1.7273  4.0967  15.2768
O  -9.4864  1.5837  14.1246
O  2.421  3.1704  12.5668
O  -1.8611  3.6515  15.2567
O  6.8581  7.7702  14.6225
O  -0.7073  -2.5793  16.2059
O  10.8305  2.5495  17.0503
O  10.7996  3.56  13.4326
O  5.658  0.9054  12.1892

Results
free energy: -30535.528 eV
free energy less fixed offsets of O -463.61, Si -117.95 eV per atom: 7.012 eV
pressure: -1.60 GPa
stress xx, yy, zz, yz, xz, xy (GPa, positive in tension): 0.6, 1.4, 2.81, 0.12, -0.45, -0.57

Forces (eV/angstrom), in the order of the atoms: element, x, y, z
Si  -1.9326  2.2357  -1.0306
Si  -1.8083  -0.533  -1.2359
Si  -2.7465  3.2136  5.8269
Si  -0.7837  0.3634  -3.0557
Si  -1.9281  0.4715  -0.3191
Si  -1.7057  -2.1865  1.5815
Si  -0.2193  2.4256  0.8383
Si  -2.7191  3.0475  -2.7033
Si  1.9585  0.0634  0.3711
Si  -0.0486  -0.5898  -0.2282
Si  -1.0574  0.4996  0.4205
Si  1.7035  -0.937  -1.8305
Si  0.1018  0.2588  2.1674
Si  0.3978  0.4273  0.4516
Si  -0.5616  0.9504  -1.3368
Si  2.8909  -0.2584  -0.7086
Si  -0.1214  -2.4589  -0.5355
Si  -4.3031  0.1917  0.6389
Si  0.0235  0.3384  -0.4439
Si  -1.4522  -1.632  -1.014
Si  -0.3283  -1.5999  -2.3723
Si  -1.5251  0.6676  -1.3109
Si  1.4907  -1.2669  0.6428
Si  1.6067  1.0223  0.2734
Si  0.5081  2.2438  -0.8615
Si  1.5808  0.4764  2.8633
Si  1.781  -2.0811  -1.3014
Si  1.4059  -0.9904  0.1118
Si  1.9879  -0.8336  0.4935
Si  0.3585  0.2526  0.7149
Si  -1.3575  0.3832  0.3531
Si  -0.9647  0.2439  1.2393
Si  -1.1728  -0.8094  -0.0694
Si  -2.2333  -4.0635  -1.7291
Si  1.0693  2.3004  -0.491
Si  -2.2388  1.2288  1.6984
Si  -0.142  0.4129  -0.8951
Si  -2.5615  -0.0708  1.4205
Si  0.0264  1.4963  1.8651
Si  1.796  -0.2367  -0.4953
Si  1.4957  1.0074  -0.1834
Si  1.4434  4.2048  2.4624
Si  1.0283  -1.6611  0.4527
Si  0.1555  2.0219  -1.0816
Si  1.127  -1.9368  -2.5824
Si  -1.2237  -0.045  2.5061
Si  -0.9966  -0.1849  0.116
Si  1.0178  -1.578  -2.3
Si  0.0129  -0.0577  1.4042
Si  2.0224  0.52  -0.9376
Si  -1.9336  -0.4742  -0.8361
Si  1.5706  2.081  -1.8253
Si  0.3225  0.1049  0.2123
Si  -2.1754  1.4077  1.9245
Si  2.6267  -1.2722  -1.5603
Si  0.0913  0.0017  -0.8513
Si  -2.1624  -0.9685  1.4286
Si  -1.1595  0.8624  -1.2973
Si  -1.4529  -0.7816  2.4179
Si  -0.7143  -2.4966  1.0406
Si  -1.1834  1.1822  1.6454
Si  -0.277  0.1611  -0.4723
Si  -1.0479  1.5684  -1.0656
Si  3.0389  -1.3343  -0.2857
Si  1.1172  -1.4779  0.6188
Si  -2.6631  -2.6249  1.776
Si  -0.9972  1.3597  2.0106
Si  -4.5925  -2.594  1.3993
Si  1.9006  1.1046  3.1379
Si  3.3996  1.8081  0.1657
Si  -0.4743  -1.608  0.0219
Si  0.3028  -0.11  -0.755
Si  -2.3218  2.4718  1.1273
Si  1.4156  -1.032  -0.6655
Si  -2.373  -0.2565  0.7271
Si  -0.2627  0.0938  4.6726
Si  -3.2202  -2.4089  -2.9111
Si  0.0871  -1.6027  4.3319
Si  -1.8314  -0.9352  -1.5371
Si  -2.9426  -0.5516  0.0615
Si  -0.8843  -1.2555  -0.7894
Si  -1.9547  -2.1872  -4.4416
Si  -0.1628  0.0009  2.3485
Si  -4.4285  -3.1295  -2.2443
Si  -2.9148  -1.3428  -1.7306
Si  4.1048  -0.8231  -2.4566
O  -0.846  1.1603  -0.995
O  -0.8966  0.0923  0.7325
O  2.0938  -1.413  1.6584
O  1.2714  0.2298  1.3545
O  1.9679  -0.9886  -1.0157
O  2.5017  -0.2948  -4.1455
O  -2.2129  0.9714  4.4027
O  1.5701  -1.6525  1.5957
O  0.3176  1.8189  -0.4498
O  0.6146  -2.3895  -0.0084
O  -0.684  1.9366  -0.6133
O  1.4647  -0.1524  -1.2401
O  0.471  -2.0777  -1.6738
O  -0.1443  -0.2734  1.0596
O  0.2144  0.2014  -0.7493
O  1.0385  1.1271  -0.3856
O  3.2452  2.9884  0.3172
O  -1.416  0.2065  -3.4401
O  0.6087  -1.8123  -0.3533
O  0.3454  1.3842  -2.4298
O  -1.6308  0.5701  -0.4192
O  1.683  1.5723  -0.7268
O  1.0774  1.974  0.2505
O  0.3099  -0.0907  -1.8432
O  0.1438  0.4323  -1.3452
O  1.6916  -0.378  1.667
O  -0.2973  2.0065  2.3266
O  -0.7364  0.6348  0.4746
O  1.5525  -0.5999  1.9831
O  1.6496  2.0398  0.6854
O  -0.7734  -1.1988  1.2604
O  0.8584  4.0565  -0.7139
O  1.4618  0.7822  0.6426
O  0.2272  1.2898  -0.1554
O  0.5834  1.4955  0.6375
O  -1.3643  -1.7288  -0.34
O  0.2472  1.0362  -0.2975
O  0.48  0.2011  -1.4848
O  0.2242  0.5298  2.7849
O  2.9927  0.6258  -1.1083
O  1.9766  -0.9787  -2.3488
O  2.6021  -1.3526  -2.4926
O  3.4034  -0.5939  0.6218
O  1.4014  -3.2923  1.1149
